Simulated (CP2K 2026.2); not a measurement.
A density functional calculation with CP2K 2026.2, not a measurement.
Periodic cell of 504 atoms, Si360O144, from a study of silicon, its oxide and their interface. The atomic structure is a simulated model.
Doubt: the forces sum to 2.67 eV/angstrom along one axis rather than to zero, so they err by at least 0.0053 eV/angstrom per atom on average; the grid cutoff is modest.

Settings
functional: PBE
method: Gaussian and plane waves
basis set: DZVP-MOLOPT-SR-GTH
pseudopotentials: GTH-PBE
grid cutoff: 350 Ry, relative cutoff 50 Ry
k points: Gamma only
occupations: fixed
spin: none
net charge: 0

Cell vectors (angstrom)
a	16.32	0	0
b	0	16.32	0
c	2.9557	3.4666	33.4491

Atoms and the computed forces on them: element, x, y, z (angstrom), force x, y, z (eV/angstrom)
Si	0.986	15.221	0.212	0.417	-0.2	0.7
Si	3.814	1.7	0.233	0.005	-0.124	0.801
Si	1.614	3.863	0.128	-0.101	0.192	0.801
Si	4.405	6.557	0.201	-0.194	0.019	0.765
Si	1.165	9.818	0.042	0.076	-0.218	0.761
Si	7.296	15.353	33.424	-0.179	0.221	0.758
Si	6.977	14.699	0.035	-0.116	0.147	0.821
Si	9.748	1.099	0.027	-0.141	0.12	0.833
Si	6.585	4.362	0.183	0.016	-0.151	0.761
Si	9.66	6.489	0.047	-0.018	0.249	0.76
Si	6.516	9.592	0.066	0.284	-0.068	0.728
Si	12.146	15.937	33.386	0.163	-0.135	0.825
Si	11.999	15.271	0.08	0.029	-0.176	0.807
Si	15.137	1.23	0.153	-0.281	0.269	0.683
Si	14.893	7.764	33.181	0.328	-0.211	0.75
Si	17.727	10.508	33.44	0.159	-0.174	0.808
Si	12.579	9.246	0.147	-0.035	-0.037	0.808
Si	15.306	12.06	0.064	-0.201	0.024	0.72
Si	2.678	16.341	1.401	0.001	-0.03	-0.03
Si	5.413	2.808	1.495	0.008	0.013	-0.044
Si	2.768	5.424	1.436	0.016	-0.012	-0.063
Si	5.472	8.123	1.534	-0.018	0.011	-0.032
Si	2.732	10.899	1.391	0.008	0.009	-0.046
Si	5.42	13.524	1.316	-0.013	-0.031	-0.052
Si	8.143	16.291	1.323	0.023	-0.024	-0.042
Si	10.908	2.732	1.248	-0.008	0.017	-0.058
Si	8.167	5.444	1.504	-0.001	0	-0.032
Si	10.879	8.106	1.289	-0.025	-0.014	-0.047
Si	8.13	10.84	1.277	-0.014	0.01	-0.056
Si	10.84	13.584	1.251	-0.026	0.008	-0.054
Si	13.532	16.404	1.429	0.012	-0.034	-0.035
Si	16.329	2.764	1.433	0.03	-0.001	-0.056
Si	13.564	5.396	1.166	-0.05	0.01	-0.064
Si	16.333	8.197	1.323	-0.002	0.018	-0.047
Si	13.706	10.877	1.374	0.032	0.016	-0.028
Si	16.319	13.581	1.512	-0.002	-0.027	-0.004
Si	1.333	1.363	2.802	0.002	0.008	0.034
Si	4.083	4.123	2.882	-0.008	0.018	0.041
Si	1.36	6.823	2.694	0	0.006	-0.007
Si	4.036	9.497	2.778	-0.006	0.005	0.025
Si	1.43	12.265	2.804	0.009	-0.014	0.018
Si	4.08	14.938	2.674	0.012	0.004	0.005
Si	6.803	1.347	2.701	0.004	-0.005	-0.008
Si	9.54	4.011	2.719	0.017	-0.029	0.029
Si	6.872	6.832	2.867	-0.003	0.001	0.027
Si	9.538	9.513	2.638	-0.013	-0.009	-0.007
Si	6.784	12.183	2.707	-0.006	0	0.027
Si	9.51	14.934	2.698	0.01	0.005	0.026
Si	12.22	1.459	2.75	-0.018	0.004	0.036
Si	14.914	4.137	2.668	-0.008	0.019	0.002
Si	12.238	6.734	2.65	0.03	-0.008	0.034
Si	15.021	9.528	2.769	0.012	-0.016	0.029
Si	12.239	12.243	2.629	0.002	0.005	-0.01
Si	14.878	14.963	2.758	0.011	0.04	0.014
Si	16.275	16.311	4.113	0.035	-0.002	-0.014
Si	2.703	2.718	4.159	0.016	-0.003	-0.03
Si	16.293	5.472	4.046	0.002	-0.008	-0.026
Si	2.689	8.145	4.122	0.01	0.013	-0.011
Si	16.364	10.886	4.126	0.005	-0.004	-0.018
Si	2.764	13.633	4.129	-0.008	-0.006	0.009
Si	5.441	16.3	4.05	-0.008	-0.016	-0.013
Si	8.167	2.678	4.084	0.014	0.012	-0.002
Si	5.472	5.475	4.185	-0.035	-0.011	-0.008
Si	8.233	8.215	4.128	-0.006	0.006	0.005
Si	5.43	10.861	4.102	0.015	0.019	-0.018
Si	8.148	13.571	4.06	0.013	0.002	-0.033
Si	10.861	16.336	4.054	-0.017	-0.019	-0.037
Si	13.605	2.778	4.093	-0.007	-0.02	-0.004
Si	10.894	5.407	4.064	0.005	0.029	-0.031
Si	13.598	8.128	4.038	-0.01	0.019	-0.047
Si	10.891	10.877	4.007	0.005	0.01	0.005
Si	13.541	13.586	4.079	-0.003	-0.006	-0.005
Si	17.693	14.978	16.309	0.006	0.011	0.005
Si	4.034	17.64	16.281	-0.001	-0.014	-0.013
Si	17.671	4.082	16.307	0.017	-0.019	-0.003
Si	4.076	6.789	16.331	-0.016	-0.004	-0.012
Si	17.71	9.5	16.31	0.002	-0.013	0
Si	4.106	12.242	16.289	0.006	0.006	-0.005
Si	6.774	14.95	16.306	-0.02	-0.006	0.005
Si	9.493	17.711	16.316	0.013	-0.013	0
Si	6.785	4.051	16.325	0.015	-0.01	0.021
Si	9.547	6.823	16.325	0.009	0.014	0.01
Si	6.851	9.508	16.329	0.006	0.014	0.017
Si	9.513	12.198	16.303	-0.007	0.003	-0.013
Si	12.246	14.963	16.252	-0.013	0.005	-0.016
Si	14.98	17.739	16.284	-0.006	0.002	0.004
Si	12.271	4.138	16.36	0	0.011	0.018
Si	14.957	6.792	16.337	0.011	-0.008	0.018
Si	12.235	9.505	16.345	-0.006	0.018	0.017
Si	14.958	12.232	16.301	-0.005	0.006	0.001
Si	2.707	16.324	17.726	-0.006	0.006	0.022
Si	5.384	2.647	17.627	0.01	0.009	-0.002
Si	2.66	5.463	17.682	-0.01	0.017	0.029
Si	5.495	8.122	17.654	-0.002	-0.002	0.002
Si	2.789	10.85	17.632	-0.005	0.002	0.02
Si	5.402	13.617	17.693	-0.021	0.018	0.014
Si	8.114	16.333	17.647	-0.012	0.014	0.04
Si	10.867	2.77	17.658	-0.026	0.003	0.002
Si	8.186	5.434	17.63	-0.02	-0.028	-0.025
Si	10.863	8.181	17.753	-0.028	-0.021	0.014
Si	8.216	10.834	17.739	0.062	-0.037	0.027
Si	10.887	13.589	17.581	0.044	0.021	-0.003
Si	13.588	16.372	17.564	-0.007	-0.02	-0.002
Si	16.342	2.732	17.7	0.002	0.01	0.035
Si	13.612	5.503	17.787	-0.031	-0.005	0.051
Si	16.368	8.116	17.667	0.038	0.02	-0.005
Si	13.633	10.846	17.675	-0.027	-0.015	0.037
Si	16.311	13.622	17.624	0.027	0.012	0.034
Si	17.618	17.636	19.113	-0.015	-0.02	-0.038
Si	3.974	3.993	18.921	-0.004	-0.058	-0.027
Si	17.688	6.832	19.149	-0.001	-0.006	-0.019
Si	4.183	9.498	19.004	0.004	0.017	-0.043
Si	17.719	12.237	18.905	-0.012	-0.005	-0.093
Si	4.034	14.952	19.121	0.006	0.01	-0.007
Si	6.673	17.601	19.045	-0.039	-0.041	-0.077
Si	9.515	4.127	19.035	0.025	0	-0.003
Si	6.829	6.726	19.012	-0.03	0.026	-0.025
Si	9.519	9.463	19.234	-0.027	0.007	-0.032
Si	6.824	12.258	18.972	0.002	0.014	-0.039
Si	9.567	14.992	18.908	0.002	0.011	-0.027
Si	12.269	17.73	18.94	0.014	-0.018	-0.031
Si	15.075	4.157	19.087	0.021	0.039	-0.053
Si	12.217	6.89	19.178	0.017	0.005	-0.01
Si	15.029	9.455	19.014	-0.01	0.005	-0.012
Si	12.207	12.215	18.947	-0.018	-0.031	-0.056
Si	14.925	15.04	18.921	0.005	0	-0.044
Si	16.2	16.272	20.459	0.011	0.059	0.081
Si	2.615	2.753	20.415	-0.04	0.052	0.069
Si	16.329	5.521	20.626	-0.027	0.028	0.057
Si	2.867	8.173	20.428	-0.011	-0.064	0.026
Si	16.448	10.841	20.254	0.002	-0.03	0.043
Si	2.6	13.578	20.39	0.037	0.041	0.097
Si	5.359	16.244	20.59	0.04	-0.003	0.08
Si	8.064	2.743	20.24	-0.01	0.033	0.019
Si	5.405	5.3	20.191	0	-0.006	0.02
Si	8.07	7.996	20.552	0.087	0.057	0.076
Si	5.529	10.897	20.341	-0.016	-0.042	0.089
Si	8.215	13.619	20.243	0.034	-0.006	0.056
Si	10.928	16.376	20.273	-0.007	-0.037	0.008
Si	13.652	2.745	20.267	0.017	0.022	0.04
Si	10.824	5.456	20.504	-0.035	0.029	0.031
Si	13.665	8.272	20.529	-0.038	-0.07	0.009
Si	10.983	10.899	20.494	-0.05	-0.04	0.049
Si	13.582	13.641	20.184	-0.041	0.008	0.019
Si	17.162	14.51	21.718	0.084	0.03	-0.717
Si	4.116	17.93	21.765	-0.103	-0.361	-0.718
Si	17.96	4.371	21.893	-0.357	-0.304	-0.782
Si	4	6.449	21.598	0.108	0.353	-0.745
Si	18.075	9.83	21.642	-0.096	-0.109	-0.706
Si	3.94	12.075	21.571	0.056	0.13	-0.732
Si	7.23	15.173	21.662	-0.511	-0.129	-0.771
Si	9.282	17.547	21.443	0.223	0.025	-0.776
Si	6.436	3.748	21.585	0.179	0.115	-0.759
Si	9.578	6.821	22.012	-0.199	-0.139	-0.708
Si	6.753	9.5	21.807	-0.049	-0.058	-0.695
Si	9.771	12.547	21.621	-0.242	-0.388	-0.764
Si	12.032	14.745	21.542	0.258	0.306	-0.761
Si	14.938	17.812	21.766	-0.022	-0.205	-0.849
Si	12.519	4.271	21.59	-0.166	0.019	-0.804
Si	14.643	6.627	21.941	0.315	0.209	-0.649
Si	12.826	10.103	21.8	-0.167	-0.146	-0.811
Si	15.026	12.282	21.376	0.013	0.011	-0.525
Si	7.853	19.516	31.632	0.084	-0.034	0.094
Si	17.597	9.511	24.596	0.199	-0.085	-0.042
Si	3.533	12.032	28.201	0.024	-0.01	0.058
Si	9.764	6.112	27.26	-0.061	-0.041	-0.036
Si	11.327	10.567	28.484	-0.021	0.054	-0.014
Si	5.421	12.593	24.243	-0.001	0.066	-0.108
Si	16.257	14.856	26.939	0.09	-0.021	-0.009
Si	6.439	15.986	30.397	0.128	-0.121	0.144
Si	5.516	7.789	23.911	-0.007	0.004	-0.119
Si	8.163	6.365	24.774	-0.019	0.018	-0.157
Si	6.312	17.524	25.637	-0.021	0.006	0.065
Si	11.383	3.703	26.114	-0.111	0.039	0.152
Si	14.811	10.009	26.017	0.042	0.035	0.024
Si	9.318	4.349	29.519	0.057	0.07	-0.054
Si	15.907	7.458	30.16	-0.164	-0.064	0.21
Si	8.505	14.217	27.191	0.05	-0.046	0.014
Si	14.341	6.244	27.598	0.07	0.092	0.058
Si	8.23	11.193	23.788	0.089	-0.039	-0.095
Si	15.316	14.29	31.006	0.108	-0.116	-0.077
Si	7.126	14.708	24.708	-0.007	0.008	-0.067
Si	2.912	9.105	28.381	0.073	0.106	0.051
Si	11.106	15.282	28.415	-0.153	0.015	-0.11
Si	11.555	8.326	23.86	-0.07	-0.02	-0.098
Si	5.176	18.34	30.965	-0.052	0.171	0.078
Si	11.842	7.599	28.782	-0.048	0.003	0.067
Si	6.301	13.13	28.981	0.055	0.006	0.003
Si	13.345	14.83	26.422	-0.02	-0.015	-0.1
Si	2.898	12.145	25.337	-0.062	0.089	-0.056
Si	10.372	18.277	28.25	0.056	-0.091	0.025
Si	11.071	6.214	31.348	0.025	0.008	0.075
Si	16.326	9.999	28.633	0.095	0.048	0.024
Si	3.189	7.374	25.905	0.017	-0.167	-0.11
Si	5.651	11.48	31.452	-0.074	0.042	0.192
Si	14.033	7.41	24.817	0.051	-0.13	-0.144
Si	12.605	11.978	26.211	-0.08	-0.133	0.083
Si	6.575	4.001	24.57	-0.076	-0.052	-0.136
Si	17.424	18.929	29.165	-0.061	0.047	0.131
Si	17.867	5.229	30.495	0.081	-0.149	0.087
Si	11.137	11.611	31.373	-0.076	-0.031	0.077
Si	10.257	10.238	25.778	0.09	-0.038	-0.006
Si	3.392	9.249	31.367	0.036	0.065	0.228
Si	13.02	16.419	23.875	-0.067	0.038	-0.189
Si	14.36	3.716	26.143	0.126	-0.032	-0.012
Si	3.743	4.259	25.967	-0.063	-0.07	-0.002
Si	16.376	3.11	24.026	-0.016	-0.037	-0.042
Si	16.518	17.045	31.427	0.143	0.027	0.142
Si	18.129	14.963	24.603	0.144	0.058	-0.035
Si	16.167	17.955	26.579	0.02	-0.051	-0.117
Si	3.745	3.796	29.091	-0.045	0.074	-0.048
Si	17.285	12.933	29.197	0.066	-0.054	-0.015
Si	7.704	17.139	28.071	-0.018	0.076	0.179
Si	12.59	14.179	30.808	-0.005	0.09	0.05
Si	3.306	17.699	24.81	-0.113	0.188	-0.077
Si	11.015	18.759	23.659	0.032	-0.068	-0.158
Si	1.35	14.968	5.458	0.005	0.011	-0.003
Si	4.091	1.338	5.451	0.001	-0.016	-0.006
Si	1.322	4.104	5.447	-0.011	0.007	-0.01
Si	4.073	6.819	5.492	0.017	0.005	0.004
Si	1.365	9.517	5.49	-0.001	0.012	0.011
Si	4.102	12.242	5.469	-0.005	0.004	-0.004
Si	6.8	14.945	5.424	-0.004	0.001	-0.01
Si	9.514	1.338	5.454	0.002	-0.015	0.005
Si	6.829	4.059	5.463	0.01	0.008	-0.001
Si	9.561	6.794	5.44	0.008	-0.004	0.002
Si	6.815	9.533	5.465	-0.008	0	-0.003
Si	9.531	12.225	5.406	0.002	-0.01	-0.015
Si	12.212	14.972	5.429	-0.005	0.017	0.005
Si	14.939	1.381	5.45	-0.007	0.004	0
Si	12.242	4.096	5.467	0.011	-0.009	-0.005
Si	14.953	6.809	5.439	0.01	0.006	-0.014
Si	12.242	9.511	5.39	-0.012	-0.002	-0.016
Si	14.947	12.244	5.428	0.01	0.007	-0.008
Si	2.718	16.32	6.815	-0.008	-0.009	-0.002
Si	5.451	2.705	6.808	0.008	-0.007	-0.002
Si	2.703	5.442	6.816	0.005	0.013	-0.009
Si	5.451	8.174	6.826	-0.014	0.003	0.002
Si	2.733	10.884	6.823	0.007	-0.011	0.003
Si	5.456	13.603	6.816	-0.001	-0.013	0.002
Si	8.152	16.302	6.802	0.013	0.007	0.001
Si	10.878	2.713	6.801	0	0	-0.004
Si	8.184	5.439	6.802	-0.007	-0.006	-0.005
Si	10.905	8.164	6.793	0.005	-0.009	0.001
Si	8.178	10.893	6.805	-0.011	0.001	0.002
Si	10.868	13.598	6.784	-0.007	0.011	0.001
Si	13.58	16.325	6.794	0.006	-0.003	-0.001
Si	16.303	2.733	6.812	0.001	-0.012	-0.003
Si	13.606	5.452	6.814	-0.022	0	0.004
Si	16.309	8.159	6.818	0.001	0.015	0
Si	13.594	10.871	6.776	0.014	-0.004	-0.003
Si	16.308	13.596	6.801	0	0.002	-0.003
Si	1.355	1.37	8.16	0.015	0.01	-0.005
Si	4.081	4.074	8.156	-0.011	-0.01	-0.008
Si	1.355	6.806	8.175	-0.01	-0.011	0.008
Si	4.091	9.528	8.183	0.02	0.017	0.005
Si	1.354	12.24	8.163	-0.006	-0.005	-0.002
Si	4.08	14.956	8.165	0.004	0	-0.001
Si	6.806	1.35	8.168	-0.011	-0.012	0.006
Si	9.529	4.077	8.165	0.009	0.004	0
Si	6.811	6.793	8.161	-0.008	-0.004	-0.004
Si	9.533	9.517	8.151	-0.006	-0.002	0
Si	6.817	12.244	8.17	0.013	0.014	0.003
Si	9.517	14.951	8.161	-0.013	-0.013	0.009
Si	12.231	1.358	8.166	-0.007	-0.003	0.006
Si	14.952	4.086	8.175	0.005	0.004	0.007
Si	12.25	6.812	8.168	0.016	0.018	0.006
Si	14.952	9.528	8.16	-0.005	-0.011	0.007
Si	12.24	12.241	8.139	-0.008	-0.004	-0.005
Si	14.949	14.966	8.152	0.012	0.011	-0.005
Si	16.312	16.323	9.512	-0.01	-0.009	0.003
Si	2.72	2.722	9.518	-0.003	-0.004	0.008
Si	16.318	5.444	9.528	0.008	0	0.006
Si	2.723	8.163	9.53	0.004	-0.002	-0.001
Si	16.319	10.879	9.524	0	0.008	-0.002
Si	2.718	13.596	9.519	0.005	0.002	0
Si	5.439	16.316	9.522	0.001	0.004	0.006
Si	8.165	2.717	9.523	-0.008	0.003	-0.005
Si	5.443	5.436	9.518	0.011	0.004	-0.001
Si	8.172	8.158	9.514	0.003	0.005	0
Si	5.456	10.883	9.53	-0.016	-0.009	0.004
Si	8.167	13.601	9.53	-0.001	0.002	0.006
Si	10.874	16.316	9.524	0.002	0.004	-0.007
Si	13.59	2.722	9.522	-0.007	-0.008	-0.001
Si	10.885	5.445	9.518	-0.002	-0.012	-0.005
Si	13.606	8.168	9.525	-0.001	0.004	0.002
Si	10.889	10.882	9.51	0.002	0.004	0.002
Si	13.594	13.6	9.513	0.01	-0.004	0.003
Si	1.358	14.962	10.869	0.002	-0.002	-0.008
Si	4.08	1.361	10.874	0.005	-0.006	-0.005
Si	1.362	4.082	10.878	0.001	0.007	-0.002
Si	4.085	6.798	10.883	-0.011	0.001	0.005
Si	1.362	9.521	10.89	0	0.002	0.01
Si	4.081	12.236	10.876	0.006	0.001	-0.004
Si	6.799	14.959	10.881	0.005	-0.007	-0.004
Si	9.519	1.359	10.889	0.007	-0.006	0.01
Si	6.805	4.079	10.881	-0.005	-0.017	0.006
Si	9.525	6.8	10.879	-0.001	0.001	-0.003
Si	6.814	9.513	10.88	0.001	0.005	-0.003
Si	9.532	12.238	10.877	-0.013	0.006	-0.007
Si	12.239	14.96	10.885	-0.015	0.007	0.003
Si	14.952	1.36	10.874	0.009	0.01	-0.002
Si	12.236	4.086	10.88	0.006	0.007	0.003
Si	14.965	6.81	10.882	-0.005	0.003	-0.001
Si	12.246	9.526	10.877	0.008	-0.007	-0.002
Si	14.959	12.244	10.877	-0.001	0	0.001
Si	2.717	16.321	12.225	0.004	0.008	0.006
Si	5.439	2.718	12.234	0.001	0.013	-0.006
Si	2.719	5.438	12.241	-0.001	-0.012	0.004
Si	5.453	8.154	12.242	0.004	0.003	0
Si	2.731	10.878	12.246	0.011	0.01	0.001
Si	5.441	13.591	12.229	-0.016	-0.001	0
Si	8.154	16.316	12.243	-0.022	-0.01	0
Si	10.877	2.731	12.243	0.003	0.001	-0.005
Si	8.165	5.443	12.244	0.005	0.008	-0.008
Si	10.891	8.159	12.231	0.001	0.012	-0.002
Si	8.177	10.874	12.232	0.013	0.006	-0.001
Si	10.878	13.6	12.245	0.003	-0.016	0.004
Si	13.596	16.329	12.247	0.009	-0.003	0.004
Si	16.313	2.724	12.224	-0.007	-0.013	0.001
Si	13.599	5.452	12.228	0.001	-0.006	-0.004
Si	16.323	8.16	12.251	-0.004	-0.015	0.005
Si	13.608	10.877	12.24	-0.009	0.008	-0.001
Si	16.325	13.602	12.233	0.002	0.011	0
Si	1.358	17.69	13.575	-0.008	0	-0.007
Si	4.082	4.076	13.595	0.007	-0.01	0.003
Si	1.358	6.791	13.607	0.017	0.009	0.007
Si	4.102	9.518	13.603	-0.01	-0.009	0.006
Si	1.363	12.239	13.597	-0.004	0.006	-0.001
Si	4.074	14.95	13.573	0.014	-0.013	-0.013
Si	6.79	17.677	13.596	0.005	-0.002	0.003
Si	9.531	4.098	13.611	-0.001	-0.011	0.006
Si	6.804	6.793	13.614	-0.006	0	0.008
Si	9.538	9.515	13.589	-0.01	-0.005	-0.007
Si	6.809	12.23	13.579	-0.005	-0.005	-0.012
Si	9.506	14.953	13.607	0.003	0.017	0.011
Si	12.235	17.7	13.608	-0.014	0.012	0.011
Si	14.954	4.091	13.576	-0.007	0.012	-0.012
Si	12.253	6.81	13.596	0.004	-0.016	-0.007
Si	14.962	9.518	13.612	-0.007	0.02	0.003
Si	12.242	12.233	13.591	0.006	0.003	0
Si	14.975	14.971	13.592	0.003	-0.014	0.006
Si	16.334	16.343	14.948	0.014	0.014	0.007
Si	2.707	2.723	14.942	0.015	0.016	-0.006
Si	16.299	5.43	14.957	-0.022	-0.029	0.003
Si	2.74	8.148	14.947	0.004	0.006	0.003
Si	16.336	10.872	14.962	0.005	0.004	0.008
Si	2.724	13.604	14.949	0.004	-0.005	0.009
Si	5.421	16.3	14.936	-0.008	0.007	0.001
Si	8.15	2.731	14.94	-0.016	-0.001	-0.001
Si	5.434	5.426	14.97	-0.014	-0.014	0.002
Si	8.185	8.159	14.95	0.019	0.005	-0.005
Si	5.482	10.872	14.961	0	0.017	0.008
Si	8.143	13.576	14.962	-0.006	-0.017	0.009
Si	10.856	16.339	14.95	-0.005	-0.022	0.003
Si	13.595	2.767	14.956	0.011	0	0.006
Si	10.906	5.462	14.97	-0.001	0.013	0.001
Si	13.601	8.158	14.977	-0.014	-0.013	0
Si	10.897	10.862	14.956	0.002	0.012	0.005
Si	13.614	13.594	14.926	-0.009	-0.005	0
O	17.626	3.975	23.463	0.294	0.02	0.361
O	3.026	5.741	25.799	-0.139	-0.128	-0.321
O	6.392	11.985	30.114	0.513	-0.435	0.109
O	9.253	12.237	23.133	0.313	0.435	0.505
O	12.519	15.157	23.029	-0.105	-0.453	0.392
O	3.918	8.014	32.257	-0.039	-0.161	-0.485
O	14.166	17.094	22.99	0.348	-0.166	0.334
O	6.942	18.8	24.898	0.674	-0.013	0.038
O	5.366	2.611	22.072	-0.02	0.111	0.123
O	10.315	7.212	32.353	0.186	-0.002	-0.317
O	13.817	3.465	32.978	-0.091	0.027	-0.35
O	3.836	10.437	28.218	0.681	-0.233	-0.012
O	17.725	5.204	32.105	-0.377	0.207	0.012
O	16.049	13.348	22.162	0.137	-0.036	0.278
O	4.737	12.818	22.788	0.016	0.425	0.161
O	12.066	5.23	32.14	0.103	-0.224	-0.375
O	19.172	3.523	33.379	0.077	0.16	-0.381
O	6.86	4.372	23.02	0.427	0.25	0.045
O	17.767	16.397	32.224	0.308	0.271	-0.258
O	2.82	5.465	22.112	-0.195	-0.171	0.506
O	2.863	10.956	22.105	0.171	0.022	0.534
O	8.229	16.421	21.936	0.01	-0.001	0.496
O	4.438	11.707	25.146	0.168	-0.554	0.501
O	15.127	9.77	27.582	-0.488	-0.338	0.383
O	14.939	7.206	23.468	0.329	0.027	0.229
O	11.048	17.084	32.965	0.132	0.116	-0.504
O	6.789	11.789	24.089	-0.008	-0.23	0.224
O	6.791	10.843	32.378	0.013	0.068	-0.062
O	10.425	3.29	24.887	-0.475	0.014	0.162
O	16.731	18.197	25.048	0.39	-0.347	-0.101
O	7.597	16.888	29.669	0.413	0.212	0.272
O	13.574	5.394	22.139	0.128	-0.019	0.179
O	17.732	15.222	23.063	0.278	0.5	0.203
O	14.892	13.54	32.365	-0.389	0.187	-0.064
O	12.414	9.564	23.273	0.284	0.114	0.208
O	9.869	12.251	32.147	-0.093	-0.037	-0.399
O	13.641	15.895	25.255	0.149	-0.002	0.226
O	5.003	3.278	29.963	0.653	0.249	-0.086
O	7.583	4.976	25.342	0.309	-0.058	0.671
O	16.424	11.576	28.971	-0.463	0.125	0.199
O	11.727	10.354	32.189	-0.165	-0.271	-0.3
O	7.627	4.556	32.456	0.352	0.232	-0.123
O	2.99	8.673	29.927	-0.181	-0.438	0.015
O	12.569	13.54	25.865	-0.298	0.293	-0.275
O	13.728	8.889	32.949	-0.151	-0.028	-0.452
O	9.188	18.783	32.17	0.246	0.152	-0.627
O	6.409	17.658	27.254	-0.471	0.241	0.358
O	5.137	16.92	30.198	-0.573	-0.332	-0.129
O	4.113	18.142	32.144	-0.251	-0.635	-0.268
O	12.326	11.652	27.792	0.126	0.037	0.281
O	3.343	7.859	27.45	0.493	-0.295	0.143
O	14.074	11.426	25.817	0.449	0.382	-0.436
O	12.879	3.903	25.565	0.067	0.347	-0.54
O	9.026	6.86	26.043	-0.144	0.577	0.099
O	15.818	18.232	32.252	0.233	0.106	-0.439
O	3.048	5.04	29.888	0.511	0.604	-0.1
O	8.857	18.194	27.683	-0.271	0.239	-0.235
O	8.047	10.065	22.639	0.281	-0.002	0.019
O	16.044	9.06	29.927	0.036	0.267	0.469
O	18.424	9.923	32.082	-0.251	0.09	-0.485
O	10.865	13.698	21.891	-0.093	-0.01	0.141
O	14.74	14.352	27.056	-0.156	-0.287	0.471
O	11.955	7.066	30.302	0.27	-0.06	0.305
O	18.252	8.185	25.262	-0.343	-0.247	0.016
O	15.833	2.581	22.588	0.391	0.445	-0.334
O	8.303	13.995	25.589	0.336	-0.418	-0.077
O	8.447	8.928	33.087	0.067	0.193	-0.276
O	5.707	13.985	25.032	-0.523	0.202	0.271
O	10.69	8.824	25.122	-0.031	-0.432	0.211
O	10.418	3.168	29.318	0.452	0.035	0.46
O	15.286	7.249	31.662	0.05	-0.109	-0.31
O	16.82	14.581	25.46	-0.417	-0.261	-0.268
O	14.634	18.489	26.557	-0.449	-0.426	0.279
O	12.498	7.086	24.348	-0.147	-0.465	-0.004
O	4.773	17.332	25.313	0.09	-0.322	0.31
O	6.217	14.578	29.68	-0.339	-0.082	0.147
O	3.317	17.746	23.183	-0.319	-0.041	-0.024
O	11.827	17.459	24.17	-0.185	-0.066	0.345
O	12.849	6.794	27.822	-0.325	-0.107	-0.403
O	2.459	16.341	25.186	0.132	0.108	0.271
O	2.635	12.355	26.902	-0.481	0.286	0.215
O	2.715	18.871	29.113	0.307	-0.522	-0.176
O	16.707	13.648	30.521	0.386	-0.107	0.227
O	17.721	9.519	27.968	-0.171	0.054	-0.541
O	5.07	4.323	25.047	-0.103	0.108	-0.121
O	3.032	14.411	32.989	-0.113	-0.079	-0.244
O	16.302	16.461	27.132	0.139	0.115	0.273
O	6.985	7.417	24.449	0.223	0.244	0.293
O	18.374	10.904	24.8	-0.134	0.129	0.111
O	5.659	6.212	33.074	-0.134	0.1	-0.288
O	14.022	14.126	30.046	0.158	0.009	-0.603
O	8.824	10.627	25.167	-0.236	-0.214	0.411
O	7.615	13.129	28.018	0.122	-0.558	0.073
O	8.847	5.164	28.205	-0.42	-0.2	-0.008
O	10.159	10.228	27.399	-0.578	-0.062	0.245
O	15.366	4.047	24.892	0.044	0.289	0.129
O	14.739	6.647	26.062	0.294	-0.197	-0.173
O	10.66	7.907	22.577	0.243	0.349	-0.348
O	17.105	14.053	28.04	0.115	0.017	0.042
O	2.978	2.861	25.495	-0.348	0.021	0.175
O	5.651	9.106	22.971	-0.332	0.268	0.24
O	8.382	14.185	33.056	-0.056	0.018	-0.335
O	15.452	15.871	31.227	-0.527	0.207	-0.055
O	10.062	14.307	27.625	0.36	-0.243	-0.241
O	17.453	9.219	23.013	-0.444	-0.502	0.042
O	12.015	3.389	22.844	0.316	-0.083	0.116
O	4.544	10.352	31.163	-0.01	0.179	-0.045
O	10.644	16.787	28.803	-0.161	-0.064	0.57
O	4.896	6.676	22.934	0.299	-0.292	0.05
O	13.966	11.259	22.149	-0.109	-0.013	0.297
O	4.904	12.725	32.171	-0.047	0.231	-0.439
O	4.923	12.848	28.176	0.045	0.291	-0.44
O	16.982	4.008	29.87	-0.375	0.204	0.083
O	12.123	9.187	28.779	0.643	0.041	-0.069
O	10.904	5.099	26.725	0.327	0.057	0.093
O	6.724	15.793	31.97	0.05	0.379	-0.157
O	11.407	18.747	27.114	0.402	-0.283	-0.237
O	16.153	9.839	25.182	0.069	0.009	-0.24
O	7.245	14.448	23.119	-0.045	-0.254	0.057
O	4.519	7.926	25.159	0.143	0.391	0.446
O	9.008	6.164	23.401	0.18	-0.393	0.206
O	15.13	6.821	28.881	0.03	-0.092	0.022
O	14.508	4.63	27.487	0.046	-0.227	0.599
O	7.945	15.671	27.499	-0.059	0.136	0.082
O	12.304	12.715	31.404	0.382	-0.208	0.311
O	11.402	14.525	29.794	-0.533	-0.098	0.088
O	18.854	12.529	29.397	0.112	0.093	0.51
O	12.43	15.511	27.544	0.355	0.481	-0.08
O	12.645	15.285	31.986	0.287	0.207	-0.371
O	10.38	7.282	28.183	-0.295	0.23	0.144
O	2.689	13.59	24.622	0.228	0.067	0
O	16.932	18.905	27.634	0.136	0.494	-0.273
O	13.823	8.892	25.432	-0.629	0.314	0.123
O	8.005	3.628	30.096	-0.371	-0.063	-0.479
O	16.929	17.646	29.995	-0.032	-0.345	-0.524
O	16.602	11.616	32.989	-0.058	-0.07	-0.231
O	4.108	4.154	27.556	0.454	-0.006	-0.063
O	11.401	11.309	25.374	0.128	0.105	-0.718
O	17.323	6.686	30.09	0.429	0.297	-0.346
O	10.742	11.164	29.869	-0.642	0.143	-0.036
O	7.111	16.275	25.015	0.534	0.235	-0.291
O	6.574	18.564	31.766	-0.117	-0.195	0.459
O	9.767	18.312	22.78	-0.378	0.342	0.339
O	9.947	5.368	30.585	-0.506	0.186	-0.066

Results
total energy: -101652.265 eV
total energy less fixed offsets of O -438.35, Si -107.03 eV per atom: 0.935 eV
